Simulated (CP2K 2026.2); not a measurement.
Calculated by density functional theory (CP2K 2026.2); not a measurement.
Periodic cell of 444 atoms, Si320O124, from a study of silicon, its oxide and their interface. The atomic structure is a simulated model.
Doubt: the forces sum to 1.77 eV/angstrom along one axis rather than to zero, so they err by at least 0.0040 eV/angstrom per atom on average; the grid cutoff is modest.

Settings
functional: PBE
method: Gaussian and plane waves
basis set: DZVP-MOLOPT-SR-GTH
pseudopotentials: GTH-PBE
grid cutoff: 350 Ry, relative cutoff 50 Ry
k points: Gamma only
occupations: fixed
spin: none
net charge: 0

Cell vectors (angstrom)
a 15.3866 0 0
b 0 15.3866 0
c -4.9666 -3.8981 33.5905

Atoms and the computed forces on them: element, x, y, z (angstrom), force x, y, z (eV/angstrom)
Si 10.4834 10.5153 28.7923 -0.0907 0.1513 0.7397
Si 10.3124 -2.3871 29.0326 0.0247 -0.3878 0.4336
Si 10.5205 2.1278 28.8404 -0.1393 -0.1634 0.7324
Si 10.4457 5.2981 28.8096 -0.0776 0.2443 0.7423
Si -1.0355 9.9786 28.7753 -0.0573 -0.2443 0.7597
Si -1.1526 -2.2719 28.9854 -0.0537 0.0897 0.7285
Si -1.0026 2.4036 28.7132 -0.0916 -0.3694 0.7457
Si -1.2267 5.5258 29.0209 0.1739 0.1673 0.7716
Si 2.8545 9.2069 28.8521 -0.0519 0.2409 0.8181
Si 2.6039 -1.4815 28.89 0.0857 -0.116 0.7585
Si 2.7115 1.6623 28.7263 0.1123 0.2535 0.7829
Si 2.8256 6.0858 28.9836 -0.1708 -0.1622 0.7529
Si 6.6323 9.1974 28.9222 0.0545 0.1006 0.781
Si 6.555 -1.5433 28.9507 0.0247 0.3612 0.468
Si 6.6161 0.9362 28.7889 0.0172 -0.0969 0.0619
Si 6.5338 6.0766 28.9945 0.1181 -0.0628 0.6264
Si -3.0317 9.7076 30.0553 -0.0167 -0.0297 -0.0658
Si -3.0988 -1.9836 30.2457 -0.0002 -0.0206 -0.0388
Si -2.9194 1.914 30.0953 0.0118 0.0219 -0.0153
Si -3.135 5.711 30.2826 0.0038 -0.0177 -0.0354
Si 0.8835 9.6538 30.1052 0.0225 0.0096 -0.0209
Si 0.7656 -1.8749 30.2794 -0.0146 -0.0022 0.0051
Si 0.8419 1.9874 30.1278 0.0034 -0.0007 -0.045
Si 0.8116 5.8014 30.1681 0.0008 0.0154 -0.0221
Si 4.7126 9.5343 30.2409 0.0177 -0.0006 -0.0517
Si 4.5796 -1.8992 30.1543 -0.0192 -0.0126 -0.0545
Si 4.72 1.8161 29.9825 0.0004 0.0643 -0.0646
Si 4.6748 5.8183 30.3606 -0.0101 0.0019 -0.0142
Si 8.6268 9.6094 30.0821 0.0356 -0.0159 -0.026
Si 8.4209 -2.0148 30.3293 -0.0122 0.0013 0.0209
Si 8.5049 1.723 30.0627 0.0328 0.0615 -0.0272
Si 8.5385 5.7096 30.1461 -0.0211 -0.0064 -0.0234
Si -3.0185 11.4964 31.6016 -0.0125 -0.0169 0.0519
Si -3.0061 0.0056 31.4924 -0.0129 0.0044 0.0246
Si -3.0242 3.7668 31.5801 -0.0136 -0.0038 0.0495
Si -3.0793 7.75 31.4524 0.0443 0.0115 0.0176
Si 0.8798 11.5337 31.5458 -0.0041 0.001 0.03
Si 0.7503 0.0809 31.553 -0.0032 0.0048 0.0385
Si 0.8549 3.8744 31.5288 0.0222 -0.0015 0.0275
Si 0.8081 7.7377 31.5093 -0.0269 0.0037 0.022
Si 4.6451 11.5274 31.4936 0.0032 -0.0124 0.0149
Si 4.6249 0.011 31.5305 0.0172 0.0156 0.0282
Si 4.7179 3.7437 31.4456 -0.0491 -0.0061 0.0189
Si 4.6806 7.7091 31.7048 0.0246 0.0046 0.0653
Si 8.4417 11.4217 31.5956 0.01 -0.0013 0.015
Si 8.563 -0.051 31.5945 -0.0169 -0.0144 -0.0168
Si 8.4659 3.7183 31.4366 0.0102 -0.006 -0.0104
Si 8.6292 7.6718 31.4796 -0.0277 -0.0077 0.0236
Si 10.4099 11.4854 32.9165 0.032 -0.0071 -0.0127
Si 10.4837 -0.0153 32.9136 0.0149 -0.0353 0.0204
Si 10.3904 3.7512 32.8571 0.0144 -0.002 -0.0269
Si 10.4671 7.6884 32.9109 -0.0046 -0.0397 0.004
Si -1.0659 11.5185 32.9053 -0.0034 0.0562 0.004
Si -1.1375 0.0166 32.9201 0.0286 0.0126 0.0124
Si -1.0792 3.8384 32.8992 -0.006 0.0074 -0.0081
Si -1.1358 7.7182 32.835 -0.0093 -0.0137 -0.004
Si 2.7689 11.5239 32.9155 -0.0151 -0.002 0.0054
Si 2.7066 0.0236 32.8905 -0.0215 -0.0403 -0.0013
Si 2.7925 3.803 32.8511 0.0024 0.0369 0.0086
Si 2.7016 7.7048 32.9424 0.0152 -0.0104 -0.0113
Si 6.5316 11.4935 32.9247 0.0062 0.0009 0.0046
Si 6.5808 -0.0143 32.8838 -0.0136 0.0042 -0.0343
Si 6.5974 3.7795 32.863 0.019 0.0299 0.0048
Si 6.6864 7.6907 32.8986 0.0012 -0.0028 -0.0216
Si 0.0038 13.4757 11.5668 0.0054 0.0105 -0.0048
Si 0.0033 1.9529 11.5384 -0.0004 0.0076 -0.0082
Si -0.0262 5.8105 11.5424 0.0252 -0.0032 -0.0107
Si 0.0269 9.6465 11.59 0.0113 -0.0113 -0.0033
Si 3.902 13.4853 11.5556 -0.0053 0.0019 -0.0171
Si 3.8722 1.9674 11.5482 0 -0.0039 -0.0127
Si 3.8634 5.7843 11.57 -0.0089 -0.0055 -0.0074
Si 3.8948 9.6488 11.5772 0.0018 0.0001 0.0031
Si 7.7025 13.5018 11.5744 -0.0029 0.0074 -0.0009
Si 7.7123 1.9627 11.5481 0.0084 0.0104 -0.0119
Si 7.6516 5.8094 11.5379 0.0155 0.0005 -0.0096
Si 7.7015 9.6586 11.5851 0.0081 -0.0014 0.0057
Si 11.5869 13.4864 11.5493 -0.0072 0.0101 -0.0058
Si 11.554 1.9731 11.5442 -0.0055 -0.0089 -0.0082
Si 11.5515 5.8101 11.5682 -0.0048 0.0064 -0.0088
Si 11.5663 9.6419 11.5801 -0.0111 -0.0034 -0.0111
Si 1.9627 13.4523 12.8688 -0.0085 0.0091 -0.0214
Si 1.9332 1.9311 12.8793 0.0145 -0.0002 0.0115
Si 1.9011 5.7652 12.8654 -0.0132 -0.0117 0.0058
Si 1.9766 9.6624 12.9309 -0.0015 -0.012 0.017
Si 5.7948 13.5074 12.9715 -0.0003 0.011 0.0268
Si 5.7965 1.9978 12.912 0.0064 -0.0166 -0.0143
Si 5.7687 5.798 12.9717 -0.0085 -0.0015 0.0105
Si 5.7962 9.6389 12.9853 -0.0072 -0.0014 0.0175
Si 9.6596 13.5233 12.8807 0.0104 0.0074 -0.0042
Si 9.6352 1.9543 12.9077 0.0071 0.016 0.0154
Si 9.5782 5.8223 12.8511 -0.0084 -0.0013 0.0029
Si 9.6343 9.6653 12.9309 0.0032 -0.0119 0.0145
Si -1.9068 13.4542 12.9594 -0.0037 0.01 0.0273
Si 13.4705 1.9943 12.9045 0.0094 -0.0124 -0.0092
Si 13.4681 5.8224 12.957 -0.0224 0.0017 0.015
Si -1.9008 9.6214 12.9571 0.0139 0.0047 0.0083
Si 1.9932 -0.0235 14.1949 -0.0003 -0.0014 -0.0458
Si 1.8375 3.8465 14.2317 -0.0161 0.007 -0.0595
Si 1.9618 7.6838 14.2001 0.0017 -0.0108 -0.067
Si 1.9895 11.5954 14.3063 0.0305 0.0211 -0.0416
Si 5.8261 0.104 14.2791 0.0017 0.0082 -0.0288
Si 5.7535 3.874 14.3459 -0.0045 0.0053 -0.0064
Si 5.7817 7.7025 14.3705 -0.001 0.0203 -0.031
Si 5.8123 11.5723 14.3476 -0.018 -0.0056 -0.0411
Si 9.6848 0.0271 14.277 0.006 -0.0051 -0.019
Si 9.5569 3.9181 14.2018 -0.0069 -0.0146 -0.0541
Si 9.5648 7.7066 14.2449 -0.0034 -0.0001 -0.0417
Si 9.6905 11.6298 14.2462 -0.002 0.0086 -0.029
Si -1.9123 0.0598 14.2251 0.0156 0.0097 -0.0408
Si -1.9354 3.9002 14.3132 -0.0048 -0.0086 -0.0144
Si -1.9303 7.7232 14.3675 -0.0013 -0.0041 -0.0283
Si -1.8699 11.5089 14.3522 -0.0014 0.01 -0.035
Si 0.0534 -0.0208 15.4853 0.0026 -0.0055 0.0214
Si -0.0371 3.813 15.7101 0.0087 0.0126 0.0521
Si 0.0961 7.6914 15.6023 -0.0186 -0.0061 0.0409
Si 0.0987 11.5179 15.6975 -0.0287 -0.0178 0.0476
Si 3.8802 0.0632 15.6022 0.0081 -0.0108 0.0404
Si 3.7389 3.8592 15.5878 -0.0056 -0.0004 0.0413
Si 3.8074 7.6524 15.6608 0.0209 -0.0038 0.0533
Si 3.878 11.5983 15.7388 0.0377 0.023 0.0236
Si 7.767 0.0832 15.6343 -0.011 -0.0017 0.0456
Si 7.7109 3.8986 15.6803 -0.0031 0.015 0.055
Si 7.7137 7.7083 15.7324 -0.0065 0.0063 0.0326
Si 7.8057 11.6365 15.6211 -0.0218 -0.0085 0.0228
Si 11.6102 0.0694 15.6611 -0.0037 -0.0031 0.0258
Si 11.456 3.9716 15.5547 -0.0077 0.0062 0.0201
Si 11.4398 7.7025 15.6415 0.0196 0.0172 0.0538
Si 11.555 11.5548 15.686 0.0129 -0.0047 0.0228
Si -0.2067 -1.8685 16.884 0.2224 -0.1383 -0.7323
Si 0.2146 1.7824 16.9312 -0.1768 0.1476 -0.7177
Si 0.3802 5.7822 16.9352 -0.1719 -0.0777 -0.8288
Si 0.4417 9.562 16.9835 -0.1192 0.0607 -0.7626
Si 4.3381 -1.7873 16.9647 -0.3439 -0.1413 -0.7743
Si 3.3466 1.9644 16.8931 0.1231 -0.0754 -0.7766
Si 3.4917 5.698 17.0051 0.2266 0.1438 -0.7611
Si 3.565 9.598 16.9472 0.5553 0.0059 -0.1092
Si 7.5191 -1.831 16.9559 0.3023 0.0004 -0.724
Si 8.1039 1.9835 16.9805 -0.2048 -0.0229 -0.7737
Si 8.038 5.7674 17.0762 -0.2445 0.0956 -0.7492
Si 7.9645 9.7239 16.9319 -0.0689 -0.0863 -0.6648
Si 12.0086 -1.8874 16.925 -0.2558 0.0432 -0.7637
Si 11.2235 2.0829 16.857 0.156 -0.164 -0.7524
Si 11.1699 5.8021 17.0201 0.1842 0.0635 -0.7918
Si 11.07 9.6103 16.9474 0.1152 0.077 -0.8177
Si 3.5199 10.5348 26.0186 0.0796 -0.088 0.1019
Si 1.3857 1.7832 23.4564 -0.0567 -0.0882 0.0038
Si 10.2462 7.396 23.4484 -0.0494 -0.0229 0.1012
Si 11.4657 -0.9822 19.7227 -0.0677 0.1279 -0.0807
Si 7.0426 4.4822 26.4667 0.0308 -0.0671 0.1135
Si 10.5864 4.462 23.5355 -0.1257 0.1272 0.1115
Si 7.2766 1.3773 26.5918 -0.2179 -0.0464 0.6157
Si 3.5217 -1.0357 19.9524 0.0607 0.0321 -0.1049
Si -2.5938 -2.0871 22.3129 0.0246 0.0154 -0.021
Si 10.7932 10.6335 25.6869 0.061 -0.0609 0.0833
Si 5.7078 6.1594 19.085 0.0166 -0.1138 -0.0246
Si 5.3916 9.9601 21.4104 0.0208 -0.1677 0.1659
Si -0.0965 -0.4496 22.2468 0.1146 -0.0359 -0.0162
Si 11.5684 -1.9333 25.0176 -0.0042 0.1053 0.0727
Si -1.7814 3.7484 23.9185 0.0012 0.0462 0.0842
Si -1.9736 9.1906 19.0606 0.1134 -0.0867 -0.1783
Si -0.9789 -1.4179 26.1591 0.0137 0.2033 0.1388
Si 1.9836 3.8516 21.2838 -0.0538 -0.0964 -0.0912
Si -1.1736 7.6397 26.6915 0.0379 0.1386 0.1151
Si -2.1405 1.617 19.059 0.0338 -0.0536 -0.1434
Si 8.4531 -1.168 19.8818 0.0221 0.054 -0.0943
Si 7.3961 8.249 22.8209 0.0538 -0.0012 0.0092
Si 6.0116 1.4724 23.8683 0.1153 -0.0402 0.0595
Si 0.2379 8.9898 22.8166 -0.0737 -0.0981 0.1138
Si 8.079 10.5973 24.3888 -0.093 -0.0421 0.0771
Si 2.4424 -0.8895 23.7438 -0.0661 0.0101 -0.1012
Si 8.0889 3.091 22.3062 -0.0773 0.0455 -0.0319
Si 7.2516 12.3417 22.0829 0.079 -0.0372 -0.0187
Si 0.6922 -1.8877 19.8465 0.029 -0.0107 -0.1241
Si -2.6011 8.7894 24.3712 0.0412 -0.0405 -0.0594
Si -0.9677 11.1229 21.0605 -0.0152 0.1399 0.0355
Si 5.3241 9.2911 18.5158 -0.4172 0.1887 -0.5904
Si -0.9742 3.7563 20.9326 -0.0419 0.0676 -0.0949
Si 10.0687 -0.0767 26.7776 -0.0227 -0.0662 0.2108
Si 9.7289 5.8931 25.9589 0.1183 0.0012 0.0182
Si 7.0853 1.6052 19.9229 0.0268 0.0118 -0.1324
Si 5.11 -1.1434 22.4551 -0.0108 -0.033 -0.003
Si 2.5186 4.0579 26.658 0.0374 -0.0743 0.1099
Si -0.5895 1.5882 25.6258 -0.0108 0.0525 0.2022
Si -1.8866 6.122 19.1596 -0.0384 0.0134 -0.1055
Si 6.048 5.5568 22.2297 0.0229 0.0291 -0.1438
Si 3.1568 9.0089 23.5021 -0.0384 0.0245 -0.1226
Si 0.3079 5.5421 25.2618 -0.0344 0.0426 0
Si 1.8008 6.5045 22.7179 -0.0588 0.1238 -0.0032
Si 1.825 -2.5089 26.0882 0.0106 0.0609 0.1632
Si 4.0482 1.9641 19.8405 0.0034 -0.097 -0.0495
Si 4.7114 4.1299 24.394 0.0437 0.0838 0.1625
Si 6.3546 11.5336 26.7592 0.0187 0.0294 0.2103
Si 0.0085 13.4855 0.7022 0.0017 0.0203 0.0166
Si 0.0325 1.9416 0.6599 -0.0002 -0.0015 0.0172
Si 0.008 5.7879 0.6928 -0.011 0.0003 0.0028
Si 0.021 9.6106 0.6152 0.0167 0.0079 0.0042
Si 3.8622 13.4987 0.669 -0.0159 -0.0164 -0.0102
Si 3.8753 1.9661 0.6609 0.0013 -0.0094 0.0166
Si 3.8561 5.8286 0.6892 -0.0136 -0.0011 0.0031
Si 3.8595 9.6826 0.6264 0.0227 0.0049 0.0041
Si 7.6999 13.5134 0.7051 0.0024 -0.0042 0.0136
Si 7.7087 1.9812 0.6528 0.0091 -0.0039 0.0102
Si 7.7036 5.8199 0.6753 0.0031 0.002 -0.0021
Si 7.724 9.6352 0.6395 -0.0002 -0.009 0.0001
Si 11.5567 13.4829 0.7003 -0.0048 -0.0128 0.0053
Si 11.5493 1.9559 0.6554 0.0118 0.0163 0.0089
Si 11.5541 5.7884 0.6722 -0.0142 0.0001 0.0035
Si 11.5904 9.6298 0.6237 -0.0032 0.0051 0.0012
Si 1.9438 13.4975 2.0376 -0.011 0.0048 -0.001
Si 1.95 1.9466 2.0263 0.0092 -0.0071 0.0016
Si 1.9346 5.82 2.0441 0.004 -0.0012 0.0054
Si 1.9391 9.6408 1.9974 -0.0074 -0.0129 -0.0068
Si 5.7736 13.5031 2.047 0.011 0.0032 0.0066
Si 5.7927 1.9664 2.0278 -0.0086 -0.0019 0.0042
Si 5.7839 5.812 2.0392 -0.0096 -0.0011 0.0096
Si 5.7886 9.6504 1.9975 -0.0067 -0.0051 -0.0083
Si 9.6308 13.4782 2.0489 -0.008 -0.0008 0.0003
Si 9.631 1.9681 2.0222 -0.004 0 0.0007
Si 9.631 5.8048 2.0292 0.0008 0.0032 0.0037
Si 9.6553 9.6537 1.9932 0.0019 0.0036 -0.0018
Si 13.4766 13.4998 2.0587 -0.0028 0.0156 0.0019
Si 13.4827 1.9579 2.0155 0.0031 0.0063 0.002
Si 13.4709 5.7889 2.0433 0.0034 -0.013 0.0051
Si 13.4972 9.6331 2.0068 0.0002 -0.0068 -0.0142
Si 1.9446 0.0322 3.3981 0.0116 -0.0019 0.0037
Si 1.9415 3.8787 3.3834 -0.0025 0.0064 0.0004
Si 1.9424 7.741 3.3942 0.0017 -0.0079 0.007
Si 1.9375 11.5606 3.3757 0.0044 0.0056 -0.01
Si 5.7816 0.0442 3.3974 -0.0135 -0.0045 0.0032
Si 5.7889 3.8847 3.3959 0.0107 -0.0009 0.0026
Si 5.7795 7.7417 3.3847 -0.0065 -0.0028 0.0026
Si 5.793 11.564 3.3828 0.0095 0.0037 0.0005
Si 9.6346 0.0367 3.382 0.0025 -0.0094 -0.0009
Si 9.6328 3.8837 3.3934 0.003 0.0033 0.0051
Si 9.6398 7.7376 3.3727 -0.009 -0.0081 -0.0038
Si 9.6355 11.5536 3.3918 -0.0011 0.0065 0.0096
Si 13.4833 0.0447 3.3991 0.0078 -0.0141 0.0037
Si 13.4768 3.8677 3.3988 -0.0074 0.0093 0.0048
Si 13.4848 7.7242 3.3885 0.0081 -0.0003 0.0032
Si 13.4815 11.5551 3.3862 -0.0165 0.0043 0.0022
Si 0.0209 0.0344 4.7586 0.004 0.0143 0.0002
Si 0.0212 3.8775 4.7516 0.0014 -0.0048 0.0004
Si 0.0189 7.7311 4.7531 0.0061 0.0056 -0.0003
Si 0.0204 11.5656 4.7478 0.002 0.0001 -0.002
Si 3.8621 0.0356 4.7614 -0.01 0.005 0.0048
Si 3.86 3.8805 4.752 0.0019 -0.0053 0.0009
Si 3.8637 7.7347 4.7546 -0.0063 -0.0062 0.0021
Si 3.8625 11.5647 4.7397 -0.0075 -0.0165 -0.0024
Si 7.7144 0.035 4.7482 0.0021 -0.0059 -0.0015
Si 7.7121 3.883 4.7563 0.0024 -0.0051 0.0004
Si 7.7134 7.7374 4.7354 0.0007 0.0114 -0.0012
Si 7.7118 11.5647 4.7512 0.0082 -0.0084 0.0058
Si 11.5533 0.0363 4.7517 -0.0037 0.0151 0.0009
Si 11.5529 3.8781 4.7589 -0.0011 -0.0061 -0.0021
Si 11.556 7.7311 4.7448 0.0061 0.0075 -0.0025
Si 11.5587 11.5625 4.7502 -0.0109 -0.0084 0.0015
Si 0.0224 13.4896 6.1125 -0.0096 0.0026 0.0009
Si 0.0216 1.9577 6.118 0.0012 0.0007 0.0023
Si 0.0199 5.8053 6.1107 0.001 0.0047 0.0006
Si 0.021 9.6497 6.1192 -0.0083 -0.0081 0
Si 3.8631 13.4878 6.1087 0.0118 0.0056 -0.0017
Si 3.8559 1.9588 6.1182 0.0023 -0.0048 0.0007
Si 3.8619 5.8071 6.1107 0.0002 0.0082 0.0023
Si 3.8605 9.6547 6.1166 0.0071 0.0004 -0.0003
Si 7.7176 13.4949 6.1076 -0.0041 -0.0038 -0.0012
Si 7.7146 1.9559 6.1138 -0.0038 -0.0004 -0.002
Si 7.7112 5.8158 6.104 -0.0024 0.0011 -0.0025
Si 7.7121 9.6458 6.1149 -0.0092 -0.0055 0.0026
Si 11.5565 13.4918 6.1073 0.0084 -0.0096 0.0002
Si 11.549 1.9543 6.1184 0 -0.0006 0.0001
Si 11.5556 5.8104 6.1106 0.0008 -0.0016 0.0005
Si 11.552 9.6463 6.1168 0.0025 0.0038 0.0019
Si 1.9445 13.4883 7.4822 -0.0039 -0.004 0.0008
Si 1.9379 1.9548 7.4892 -0.0002 0.0074 0.0028
Si 1.9408 5.8091 7.4769 0.006 -0.0097 -0.0004
Si 1.9431 9.6508 7.4868 0.0017 -0.0004 -0.0001
Si 5.791 13.4933 7.4651 0 -0.0057 -0.0013
Si 5.7861 1.9538 7.4645 -0.0017 0.0007 -0.0008
Si 5.7884 5.811 7.4677 0.0041 -0.0065 -0.0016
Si 5.7864 9.6496 7.4697 -0.0033 0.0002 -0.0003
Si 9.6371 13.4927 7.479 -0.0085 0.0038 0.002
Si 9.6311 1.9551 7.4872 0.0034 0.0004 0.0023
Si 9.6302 5.8155 7.4722 0.0044 0.0007 -0.004
Si 9.6307 9.6489 7.4839 -0.004 -0.0027 0.0015
Si 13.4809 13.4879 7.4685 -0.0053 0.0036 0.0011
Si 13.4784 1.9556 7.4679 -0.0007 0.0005 -0.0027
Si 13.4808 5.8094 7.4707 0.0079 0.0021 -0.0035
Si 13.4785 9.648 7.4695 -0.0041 0.0022 -0.0009
Si 1.9406 0.0248 8.8485 0.004 0.0131 0.0048
Si 1.9369 3.8876 8.839 -0.0009 0.0093 0.0007
Si 1.9436 7.727 8.8499 -0.001 0.0013 -0.0045
Si 1.9479 11.5691 8.8566 0.002 -0.0113 -0.0033
Si 5.7864 0.0313 8.8249 -0.0027 -0.0009 -0.0059
Si 5.7874 3.8784 8.8162 0.0058 -0.0089 -0.0037
Si 5.7767 7.7324 8.8342 -0.0002 0.0093 -0.0033
Si 5.8007 11.5718 8.8271 -0.0063 -0.0046 -0.007
Si 9.6352 0.0273 8.8484 0.0027 0.0026 0.0052
Si 9.629 3.893 8.8321 -0.0078 0.0057 -0.0022
Si 9.6271 7.729 8.851 -0.0001 0.0009 -0.0033
Si 9.6328 11.5708 8.8488 0.0038 -0.0167 0.0016
Si 13.4817 0.0286 8.8221 -0.003 0.0073 -0.0023
Si 13.4726 3.8808 8.8232 0.0028 -0.0085 -0.0017
Si 13.479 7.733 8.8355 0.001 0.0093 -0.0038
Si 13.4808 11.5645 8.8333 -0.002 -0.0067 -0.0053
Si 0.0034 0.0166 10.1984 -0.0055 -0.0009 -0.0007
Si 0.0022 3.8824 10.187 0.0014 0.0003 -0.0009
Si 0.0121 7.7388 10.2004 -0.001 -0.0051 -0.0016
Si 0.0098 11.5579 10.2055 0.0034 0.0081 0.0095
Si 3.8754 0.0301 10.2009 0.0007 -0.0067 0.0002
Si 3.8728 3.8823 10.1832 0.0024 0.003 -0.0002
Si 3.8676 7.721 10.2174 0.0034 -0.0053 0.0023
Si 3.8934 11.563 10.1988 0.0003 0.0086 -0.0029
Si 7.6988 0.0308 10.1985 -0.0007 -0.0015 0.0011
Si 7.7002 3.884 10.1844 0.0044 -0.0002 -0.0059
Si 7.6897 7.7442 10.2017 -0.0085 -0.0177 -0.0003
Si 7.7054 11.5763 10.2118 -0.0035 0.0044 0.0045
Si 11.5733 0.0339 10.1979 0.0005 -0.0054 0.0003
Si 11.5538 3.8954 10.1898 0.0041 -0.0009 -0.0021
Si 11.5601 7.7293 10.204 0.001 -0.0053 0.001
Si 11.564 11.5594 10.2015 -0.0056 0.0048 0.0006
O 1.0536 -1.3326 23.0053 -0.1801 -0.3455 0.0734
O 3.2627 0.566 20.1289 -0.4616 0.1226 0.4891
O 8.1244 2.4597 20.8193 0.3705 0.02 -0.0978
O 12.1502 5.7773 18.3257 0.0361 -0.2405 0.2004
O 2.375 -2.4524 27.6055 0.1778 -0.3369 0.0349
O -1.5789 -0.8848 22.7053 -0.1113 0.3366 0.2732
O 5.9292 -1.8821 17.3071 -0.1295 -0.1313 0.1799
O 1.7843 1.8582 17.418 0.0519 -0.1561 0.2403
O 4.2312 2.1101 18.2437 0.4896 0.0609 -0.1162
O 1.9238 5.7363 17.5024 0.0896 0.1125 0.3893
O -0.5973 5.9072 18.2186 0.1087 0.0952 0.2753
O 0.5754 7.492 22.269 -0.5217 -0.1053 -0.5903
O 7.3933 0.0294 20.1177 -0.4293 -0.0907 0.2934
O 4.4315 5.4878 18.3338 -0.0667 -0.4278 0.1785
O 9.6124 5.7658 17.5616 0.1308 -0.2107 0.2673
O 5.6777 5.8679 20.6777 -0.3291 0.195 -0.0425
O 6.7886 9.8974 18.0757 0.111 0.1417 0.1516
O 12.1964 2.4114 18.1229 -0.0419 0.6945 0.4025
O 10.8842 -0.5277 25.4505 -0.1082 0.268 -0.4711
O 9.5173 9.6799 17.5189 0.0553 -0.0438 0.5745
O -0.6099 9.4627 18.2247 -0.0451 -0.0387 0.2501
O 2.5891 0.7093 23.5579 0.5085 0.1383 -0.0179
O 8.2269 11.502 23.0538 0.4063 0.2136 -0.1582
O 1.9223 3.0975 22.7193 0.3394 0.1502 0.4634
O 1.9972 9.5969 17.5464 0.255 -0.1265 0.4663
O 9.8755 7.2109 25.0297 0.0754 0.3229 0.2206
O 6.342 4.9026 27.8628 -0.4749 -0.46 0.1372
O -1.9524 7.6731 19.6351 -0.1589 -0.0447 0.6549
O 12.1097 -1.8889 20.8758 0.1201 -0.5205 0.0195
O 2.2203 -1.8926 20.3879 0.011 -0.2928 0.5461
O 7.0988 5.6387 18.4187 0.2337 -0.1986 0.1941
O 8.3282 -1.7397 18.368 0.2254 -0.0806 0.1464
O -1.7355 11.9232 22.2409 -0.1566 -0.0663 0.5786
O 9.9478 -0.5708 20.1244 -0.0799 0.5253 0.442
O -0.7295 1.8158 27.2158 0.1394 -0.3594 -0.1859
O 10.2915 4.6265 25.1227 0.3173 -0.6755 0.1455
O -0.9359 3.7164 22.5442 0.3278 -0.0911 -0.011
O -0.7655 1.4442 18.2041 0.1107 -0.0903 0.3701
O -1.173 -1.1909 27.7536 -0.2 0.6 -0.0036
O 6.6808 6.8221 23.0243 0.0056 -0.1478 0.1835
O 6.5734 -2.4643 27.5686 0.1264 0.1088 -0.3574
O 3.7472 -1.6382 23.1726 0.0112 -0.7285 0.1489
O 2.5952 2.5919 27.371 0.1615 -0.1045 -0.3567
O 9.0103 8.084 22.6404 0.2396 0.0891 -0.3555
O 1.5994 9.492 23.5526 -0.1169 0.4446 0.2853
O 6.6164 8.893 21.5526 0.307 -0.265 -0.3351
O -2.3786 7.78 25.6231 -0.4423 -0.193 -0.0221
O -1.5574 6.5589 27.8119 -0.2426 0.0236 -0.2288
O 10.0967 -1.3691 27.754 -0.1888 0.1114 -0.2166
O -1.7298 2.3807 24.7914 -0.4209 -0.2292 -0.1108
O 3.111 5.1244 27.7109 0.2385 0.0037 -0.1684
O 0.5843 3.6726 20.4707 -0.0188 0.0702 -0.2977
O 9.5431 10.0898 24.8265 0.1311 -0.3187 -0.0628
O 0.0573 10.0233 21.6101 0.3865 0.0672 -0.426
O 11.6604 8.1953 23.3531 0.2191 0.1952 -0.5523
O 2.3673 11.5101 25.4415 -0.0829 -0.3207 -0.4596
O 9.6875 1.9646 17.4219 0.0227 0.0018 0.3677
O 3.7157 -1.4584 18.4187 -0.431 0.0848 -0.0135
O -0.0315 -0.6742 20.6405 -0.4292 0.2972 -0.1423
O 8.5768 0.412 26.3909 -0.0138 -0.0902 -0.4506
O 0.2205 -2.4737 25.9652 -0.2141 -0.6053 -0.3253
O 5.597 7.7218 18.7606 0.1768 0.0766 -0.0999
O 10.7253 12.2434 25.6668 -0.2487 0.1056 0.4801
O 7.6514 2.9754 26.4997 0.2387 0.0708 0.0398
O 0.1831 1.1021 22.589 -0.5083 0.3915 -0.1976
O 10.7627 1.1899 27.5164 0.4604 0.0303 -0.2572
O 0.8193 2.0798 24.9544 0.5346 0.0784 0.1021
O 9.5813 3.4302 22.815 0.3004 -0.4224 0.0395
O 2.3818 -1.2147 25.3141 0.3107 0.3311 0.2753
O 1.0006 4.5322 26.3279 -0.4438 -0.0679 0.2482
O -0.0956 12.13 20.1515 0.2573 -0.4113 -0.2087
O 10.4752 6.1072 27.3803 0.4039 0.6086 -0.1727
O -0.6834 -0.0128 25.4234 0.0601 -0.1837 -0.2273
O -1.0761 11.5784 28.3685 0.0062 0.057 -0.1934
O 6.0666 11.4043 21.5364 -0.3126 0.3082 -0.2823
O 10.6462 10.0933 27.2071 0.2024 -0.3679 -0.2313
O 3.0847 7.4344 23.098 0.4406 -0.5017 -0.0785
O -1.179 4.0051 28.4319 -0.0902 0.0213 -0.3403
O 3.0384 9.9949 27.454 -0.1489 -0.0544 -0.0617
O -1.7973 2.4859 20.3668 -0.2931 -0.0655 0.4207
O 7.1826 9.2746 24.0699 -0.2763 -0.2157 0.4899
O -1.6973 5.1194 20.4149 -0.2895 0.2109 0.3049
O 2.7801 7.6258 28.4361 0.0634 0.0314 -0.1832
O 0.6696 -1.6587 18.2478 0.3125 0.0455 -0.0292
O 2.6268 0.0667 28.3149 0.219 -0.1389 -0.4869
O 6.6173 10.2154 27.6566 -0.0687 -0.046 -0.448
O -2.0683 10.3099 20.2119 -0.3749 0.0618 0.394
O -1.1381 4.9439 24.8192 -0.2537 0.272 0.2529
O 3.2087 3.2062 20.4458 0.1734 0.1757 -0.1013
O 6.4385 -1.9278 22.9192 0.1743 0.2773 0.5777
O 5.9645 4.5869 25.2925 0.0435 0.2994 -0.2817
O 4.737 5.0704 23.0675 -0.5995 0.2803 -0.0765
O 8.1732 5.5953 26.2286 -0.1814 0.3087 -0.26
O 10.4359 3.7067 28.3867 -0.3072 0.0539 -0.3773
O 4.8548 11.4302 26.1855 -0.2393 0.1421 -0.0727
O 6.579 7.6264 28.3987 -0.0633 0.1498 -0.5955
O 4.9027 2.6284 23.8769 -0.3537 -0.2285 -0.4141
O 12.0818 9.4239 18.1947 0.0509 0.0165 0.5398
O -3.2077 10.1601 24.9954 0.4459 0.4662 0.1626
O -2.3126 -2.0591 25.562 0.0778 -0.2922 -0.1548
O 1.2982 5.6872 24.0097 0.467 -0.46 0.0893
O 10.4424 5.9122 22.8238 0.2226 -0.0959 -0.4534
O -1.1477 9.0085 23.6767 0.0419 0.1557 0.0824
O 11.2866 -1.8644 18.3792 -0.2132 -0.5323 0.2968
O -1.7844 -1.8965 17.3101 -0.0513 -0.3008 0.1217
O 7.4336 2.0211 23.3249 0.2327 -0.3672 0.2992
O 11.6184 -2.1068 23.4156 -0.5365 -0.1923 -0.1671
O 7.4087 11.494 25.5426 0.356 0.2614 -0.2367
O 4.8034 9.9013 19.9141 -0.3939 0.4214 -0.035
O 5.4156 0.3689 22.8799 -0.0802 0.1583 -0.3025
O 0.1134 7.0266 25.9081 0.3974 0.1885 -0.1405
O 2.1813 5.4406 21.5625 0.4665 0.2638 -0.0898
O 6.2512 0.9703 25.3947 -0.3944 -0.208 -0.0313
O -3.2913 3.9526 23.4342 0.0003 -0.2982 -0.3921
O 5.5709 1.9432 20.4077 -0.0358 0.0654 0.4132
O 7.1853 4.4201 22.2726 0.1815 0.1675 -0.1501
O -0.8981 9.075 27.405 0.2582 -0.0169 -0.5214
O 4.8214 -1.3505 20.8667 0.4104 -0.1861 -0.2184
O 7.2477 1.9871 18.3626 -0.3146 0.0655 0.121
O 3.3807 4.1483 25.2981 -0.3456 0.1555 -0.4703
O 4.1632 9.7302 22.4442 -0.1055 0.065 -0.0889
O 12.4913 0.2474 19.4742 0.3176 -0.2036 0.2244
O 8.1326 -2.371 20.9134 0.0501 -0.1417 -0.0237
O 3.7458 9.3141 24.9804 0.2916 -0.2477 0.1413

Results
total energy: -88602.446 eV
total energy less fixed offsets of O -438.35, Si -107.03 eV per atom: 2.554 eV
